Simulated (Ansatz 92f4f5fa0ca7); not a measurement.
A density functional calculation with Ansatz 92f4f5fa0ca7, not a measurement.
Periodic cell of 223 atoms, Si132O90As1, from a study of silicon, its oxide and their interface. The atomic structure is a simulated model.
Doubt: the cutoff is far below the 930 eV that the study's wrapper takes by default for these files, so forces and energies are approximate.
This geometry differs little from another in the collection (a relaxation step or a small displacement).

Settings: functional PBE; potential files Ansatz PAW; basis plane waves; wave-function cutoff 580 eV; density cutoff ratio 5; exchange-correlation grid ratio 1; k mesh 1 x 1 x 1, Gamma-centred; self-consistency stop 5e-08 eV per atom in the density residual; occupations fixed; spin none; net charge +1 e, with a uniform compensating background and no finite-size correction.

Cell vectors (angstrom)
a	10.938	0	0
b	0	10.938	0
c	0	0	32.1988

Atoms and the computed forces on them: element, x, y, z (angstrom), force x, y, z (eV/angstrom)
Si	10.5833	0.2214	24.8601	-0.0004	-0.0016	-0.0044
Si	5.7343	10.6805	24.7363	-0.0004	0.0023	-0.0058
Si	2.4764	2.9159	24.6329	0.0015	-0.0018	-0.0063
Si	8.4221	2.464	24.8188	-0.0013	0.0007	-0.0044
Si	0.2713	5.1685	24.7484	-0.0019	0.0016	-0.0062
Si	5.151	5.7477	24.6841	0.0024	-0.0024	-0.0064
Si	2.931	8.0084	24.5904	-0.0025	0.0017	-0.0083
Si	7.9386	8.4375	24.7254	0.002	-0.0005	-0.0048
Si	1.327	1.3817	26.0277	0	0.0007	0.0022
Si	6.8438	1.3086	26.1166	0.0017	-0.0012	0.0028
Si	4.0414	4.1041	25.9831	0.001	-0.0005	0.0022
Si	9.6058	4.0587	26.0788	0.0004	-0.0006	0.0018
Si	1.3957	6.8273	25.995	0	0.001	0.0016
Si	6.7661	6.8528	26.0176	0.0006	-0.0006	0.0016
Si	4.1008	9.5334	25.9927	-0.0002	0.0002	0.0017
Si	9.4607	9.5688	26.1463	-0.0005	0.001	0.0031
Si	2.726	-0.0075	27.3359	-0.0009	0.0007	-0.0018
Si	8.1565	-0.0212	27.5559	-0.0005	-0.0005	0.0004
Si	0.0085	2.7147	27.4806	0.0003	-0.001	0.0002
Si	5.4381	2.7435	27.3582	-0.0007	0.0001	-0.0019
Si	2.7262	5.4652	27.4228	-0.0001	-0.0008	0.0006
Si	8.1829	5.4712	27.3449	-0.0003	0.0005	-0.0017
Si	-0.0083	8.1811	27.367	-0.0012	0.0001	-0.0014
Si	5.439	8.198	27.4421	0.0007	0	0.0003
Si	4.0787	1.3635	28.7354	0.0013	0.0005	0.0023
Si	9.5775	1.3529	28.8413	-0.0019	-0.0007	-0.004
Si	1.3666	4.1051	28.807	0.0004	-0.0008	-0.0016
Si	6.8272	4.1022	28.7322	0.0001	-0.0007	0.002
Si	4.097	6.8159	28.7984	-0.0011	-0.0007	-0.0004
Si	9.5528	6.8222	28.7419	0.001	0.0012	0.0019
Si	1.3651	9.5658	28.7275	-0.0009	-0.0006	0.0019
Si	6.7831	9.5424	28.8569	0.0038	0.001	-0.0042
Si	0.0221	-0.0257	30.1575	0.0029	-0.0001	0.0006
Si	5.4248	0.0112	30.1577	-0.0025	0.0019	0.0006
Si	2.7385	2.7244	30.1469	-0.0004	-0.0014	0
Si	8.1899	2.7478	30.1353	-0.0004	0.001	0.0002
Si	-0.0222	5.4668	30.1353	-0.0014	0.0006	0.0001
Si	5.482	5.4544	30.1462	0.0014	-0.0008	0.0005
Si	2.7218	8.2092	30.121	0.0002	0.0019	0.0003
Si	8.2051	8.1769	30.1582	-0.0001	-0.0016	0.0004
Si	1.3808	1.3524	31.5267	-0.0007	0.0001	0.0007
Si	6.8241	1.3782	31.493	0.0005	-0.0003	-0.0005
Si	4.1154	4.0867	31.5129	0.0003	0.0009	-0.0006
Si	9.5647	4.0962	31.5123	0.0013	-0.0003	0.0011
Si	1.3531	6.8454	31.4769	-0.0001	-0.0011	-0.0008
Si	6.847	6.813	31.5331	-0.0002	0.0004	0.0009
Si	4.076	9.5662	31.5183	0.0004	-0.0005	0.0014
Si	9.5799	9.5528	31.5165	-0.0004	0.0002	-0.0004
Si	2.7423	-0.0071	0.7139	-0.0005	0.0009	-0.0005
Si	8.1973	0.0081	0.6516	-0.0002	0.0015	-0.0001
Si	-0.0005	2.7275	0.6829	0	-0.0007	-0.0007
Si	5.4824	2.7256	0.6936	-0.0008	-0.0009	0.0005
Si	2.7331	5.4903	0.6385	0.0007	-0.0003	0.0004
Si	8.2174	5.4464	0.7055	-0.0014	-0.0004	-0.0003
Si	0.0147	8.1875	0.6834	0.0014	0.0009	-0.0001
Si	5.4699	8.207	0.6794	0	0.0002	-0.0014
Si	4.1337	1.3568	2.0695	0.0018	-0.003	-0.0009
Si	9.561	1.349	2.0446	0.0052	-0.0006	-0.001
Si	1.3837	4.1272	2.0098	-0.004	0.0006	-0.0037
Si	6.857	4.0748	2.0701	0.0035	0.0018	0.0006
Si	4.1036	6.8275	2.0382	0.0019	-0.0008	-0.0001
Si	9.5874	6.8302	2.0516	-0.0015	-0.0021	-0.0016
Si	1.383	9.539	2.0607	0.0018	-0.0014	-0.0005
Si	6.8291	9.6042	2.0349	-0.0032	-0.0008	-0.0013
Si	0.003	-0.0297	3.3854	-0.0002	0.0058	-0.002
Si	5.5009	0.009	3.4815	-0.0026	0.0018	-0.0038
Si	2.7763	2.7883	3.3563	-0.001	-0.0026	-0.0031
Si	8.194	2.6844	3.4571	-0.004	-0.0006	-0.0019
Si	0.0291	5.4725	3.4176	0.002	-0.0005	0.0018
Si	5.4771	5.4549	3.396	-0.004	-0.0011	-0.0018
Si	2.7859	8.2113	3.4466	-0.0017	0.003	-0.0014
Si	8.2064	8.2284	3.3603	0.0002	-0.0024	0.0001
Si	1.3898	1.4045	4.6309	-0.0044	-0.0072	-0.0111
Si	6.8566	1.3415	4.9224	-0.0019	0.0027	0.0066
Si	4.1656	4.0738	4.7978	0.0097	0.0043	0.0026
Si	9.6072	4.0661	4.7547	0.0078	-0.0003	-0.0038
Si	1.4463	6.7973	4.7969	0.0016	-0.0068	-0.001
Si	6.794	6.9208	4.7093	-0.0046	0.0015	0.0002
Si	4.1463	9.5749	4.8598	-0.0011	0.0019	0
Si	9.5287	9.5697	4.7767	0.0062	-0.0011	0.0089
Si	2.7586	0.1322	6.0477	0.0117	-0.0006	0.0065
Si	8.2117	-0.0631	6.2936	-0.005	0.0037	-0.0113
Si	0.0342	2.6654	6.0708	-0.0064	0.0025	-0.0034
Si	5.4754	2.7142	6.2959	-0.0019	-0.004	-0.001
Si	2.8336	5.4594	6.1749	0.0004	0.0048	-0.0071
Si	8.0794	5.4072	5.9659	-0.0057	0.0068	0.0087
Si	0.1093	8.2714	6.0685	-0.0109	0.0065	0.0031
Si	5.5212	8.2152	6.2695	-0.0037	0.0013	-0.0086
Si	3.8455	1.5671	7.6192	0.009	-0.0011	0.0143
Si	9.8416	1.1404	7.4828	-0.007	-0.0002	0.0225
Si	1.6504	3.7965	7.3147	-0.0014	0.0057	0.0604
Si	6.6203	4.3912	7.5225	-0.0084	-0.0063	0.0067
Si	4.3858	6.6168	7.5689	0.0028	-0.0045	0.0161
As	9.4118	6.9075	7.271	0.0141	0.0057	0.0105
Si	1.1798	9.9689	7.328	-0.0066	-0.0054	0.0119
Si	7.1669	9.2231	7.6861	-0.0127	0.0097	0.0255
O	8.3598	8.1006	7.9981	0.0199	-0.0295	-0.0009
O	2.7301	2.734	7.9636	-0.0158	0.0068	-0.0295
O	9.5184	1.3483	24.2691	0.0006	0.0003	-0.001
O	4.0467	6.8632	24.127	-0.0003	0.0007	0.0021
O	0.035	0.0256	7.9906	0.0106	0.0035	-0.0059
O	5.5196	5.5059	8.056	0.0021	0.0012	-0.0022
O	6.8474	9.5716	24.1996	-0.0003	-0.0007	-0.0001
O	1.3669	4.0614	24.1682	0.0006	-0.0001	0.0008
O	3.7937	7.3227	8.9548	0.0028	-0.0021	-0.0087
O	0.8716	4.4147	8.6054	0.0074	-0.0013	-0.0217
O	9.7561	6.0647	8.8036	-0.0107	0.0115	-0.0143
O	2.167	9.397	8.4927	-0.0073	0.0069	-0.0114
O	7.5202	3.9272	8.812	-0.0005	0.0076	-0.0069
O	4.2752	0.9135	9.0752	-0.0036	0.0015	-0.0078
O	6.7383	9.5445	9.2321	0.0045	-0.0002	-0.0249
O	9.2116	1.8648	8.8157	0.0085	-0.0062	-0.0128
O	7.7029	3.1498	23.5188	0.0031	-0.0025	0.0047
O	10.4902	5.8453	23.4461	0.0033	-0.0036	0.0053
O	5.084	0.4379	23.4053	0.0029	-0.0039	0.0058
O	5.8597	5.0878	23.3596	-0.0033	0.004	0.0057
O	3.1004	2.2056	23.2744	-0.0034	0.0029	0.0057
O	2.2953	8.7225	23.2279	0.0046	-0.0037	0.0064
O	8.6224	7.7585	23.3925	-0.0034	0.0027	0.0055
O	0.2264	10.3228	23.595	-0.002	0.0029	0.0057
Si	4.3852	1.5693	22.4642	0.0003	-0.0003	-0.0066
Si	3.4872	7.9299	14.0395	0.0007	-0.0003	0.0043
Si	7.1126	0.9568	14.6762	-0.0017	-0.0002	0.0039
Si	0.9425	9.354	22.5176	-0.001	0.0014	-0.0058
Si	1.1819	4.309	11.8926	0.003	-0.0031	0.005
Si	6.2632	8.9652	15.3277	0.0006	-0.0001	0.0022
Si	0.6757	1.3735	12.2996	0.0006	-0.0003	0.0034
Si	8.6244	4.9515	20.5091	0.0006	-0.0011	-0.0047
Si	0.3254	5.7216	9.3713	0.0142	-0.0112	0.001
Si	5.1002	3.126	17.9501	0.0004	0.0005	-0.0007
Si	0.8877	3.7501	16.7563	0.0005	0	0.0003
Si	10.4027	2.8496	19.234	-0.0001	0	-0.003
Si	5.2821	1.1827	10.364	-0.0016	0.0023	0.006
Si	0.8837	0.1792	19.8486	-0.0014	0.0009	-0.0038
Si	6.6475	9.4531	10.8823	-0.0002	-0.0011	0.0123
Si	9.3351	9.6794	18.3328	-0.0005	-0.0008	-0.0014
Si	9.3839	9.2469	12.5872	0	0.0006	0.0053
Si	6.5677	3.8433	22.5805	0.0011	-0.0007	-0.0052
Si	2.4036	8.07	9.3917	-0.0004	0.0001	0.0134
Si	10.5859	7.3702	17.0804	0	-0.0001	0.0008
Si	2.5101	6.2939	16.5854	-0.0004	-0.0001	0.0017
Si	10.1749	4.495	14.202	-0.0006	0.0006	0.0047
Si	6.1355	9.1861	18.5217	0.0008	-0.0008	-0.001
Si	7.9688	2.5712	9.6063	-0.0035	-0.0045	0.0087
Si	8.8793	2.1433	12.4738	0.0007	-0.0019	0.0057
Si	5.3359	6.2476	18.071	-0.0004	-0.0003	-0.0002
Si	3.9191	0.5568	19.4669	0.001	0	-0.0044
Si	4.2766	3.8412	12.0621	0	-0.0002	0.0026
Si	5.5367	6.6008	12.1498	-0.0006	-0.0013	0.0036
Si	8.0119	2.509	17.2253	-0.0005	-0.0001	0
Si	4.3575	2.4803	14.9763	0.0007	-0.0006	0.0031
Si	1.5374	1.2175	15.2623	-0.0002	-0.0001	0.0024
Si	1.5583	9.4186	12.0621	-0.0002	0.0022	0.0054
Si	8.0453	6.8532	13.8777	0	-0.0005	0.0052
Si	10.376	9.8408	15.4972	-0.0001	-0.0002	0.0026
Si	9.8066	7.0143	22.5459	0.0004	-0.0001	-0.0056
Si	8.1056	5.486	17.4083	0.0001	0.0004	-0.001
O	6.0414	7.9545	11.2867	0.0007	0.002	-0.0031
O	6.0137	9.2086	16.9026	-0.0001	0	0
O	7.6771	1.3596	13.202	0.0002	0.0002	-0.0023
O	0.903	1.7564	13.8636	0	-0.0003	-0.0021
O	9.4214	6.2619	16.8781	-0.0005	-0.0003	-0.0003
O	6.7531	6.2058	13.146	-0.0003	0.0001	-0.0021
O	5.126	4.6638	18.6145	0	-0.0002	0.0003
O	9.2306	2.163	18.2766	0.0007	0.0001	0.0007
O	2.3632	0.0974	19.0795	0	-0.0001	0.0012
O	9.4071	10.2373	16.7725	-0.0001	0	-0.0002
O	2.7878	4.4324	11.7093	-0.0017	0.0005	-0.0012
O	5.0625	10.3235	19.1095	-0.0012	0.001	0.0009
O	9.4287	3.2401	13.5089	0.0003	0.0003	-0.0017
O	0.4567	1.7675	19.9629	0.0005	-0.0007	0.0012
O	3.1512	1.3631	15.0681	0.0001	0	-0.0014
O	8.1656	5.3744	19.0211	0.0004	-0.0003	0.0027
O	3.8921	6.6057	17.3924	0.0002	0.0001	-0.0004
O	4.5784	3.2828	16.3909	0.0001	-0.0001	-0.0003
O	9.0591	5.6681	14.3119	0.0003	-0.0004	-0.0022
O	5.4467	2.7578	22.1365	-0.0001	0.0001	0.0012
O	10.6798	4.1591	15.6934	0.0001	-0.0002	-0.0025
O	0.344	3.8719	18.2894	-0.0006	-0.0002	0.0009
O	10.4221	10.5168	19.2249	0.0015	0.0006	0.0014
O	9.6347	10.0305	14.0363	0	-0.0003	-0.0023
O	10.9094	8.1183	22.0884	0.0002	-0.0004	0.0012
O	1.1867	2.1658	16.5317	-0.0004	0	-0.0008
O	9.732	3.7514	20.4228	-0.0008	0.001	0.0017
O	8.134	4.0344	16.6778	-0.0001	0	-0.0001
O	-0.0505	9.1055	11.9162	0.0013	-0.0005	-0.0021
O	6.5856	2.4246	18.0158	-0.0002	0	-0.0001
O	5.5837	10.7131	11.1939	0	0.0003	-0.0025
O	7.7462	9.5934	18.8487	-0.0003	0.0001	0.0003
O	10.0267	1.029	12.0626	-0.001	0.0006	-0.0016
O	1.1947	7.046	9.0297	-0.0019	-0.001	-0.0032
O	0.6171	4.7723	13.3507	-0.0006	0.0003	-0.0031
O	5.7053	7.6238	18.9865	0	0.0004	0.0004
O	5.2345	5.0857	11.5226	0.0002	0.0006	-0.0013
O	2.7089	6.9848	15.1189	0	0.0001	-0.0018
O	0.9003	2.7514	11.4601	-0.0006	0.0011	-0.0017
O	0.8548	10.6913	15.5428	0	0.0002	-0.0014
O	2.3746	8.578	10.9186	0	-0.003	-0.0092
O	4.6967	2.4338	11.2707	0.0007	-0.0032	-0.0029
O	4.2475	3.5101	13.6844	-0.0001	0	-0.0017
O	2.2061	4.6834	16.493	-0.0003	-0.0001	-0.0009
O	10.7015	8.2539	15.7002	-0.0001	-0.0001	-0.0012
O	6.9231	10.2896	14.6706	0.0001	0.0008	-0.0017
O	2.3439	8.9598	13.4298	-0.001	0.0003	-0.003
O	8.0259	1.523	15.9154	-0.0002	0.0004	-0.0011
O	4.1173	7.0001	12.8527	0	0.0002	-0.0018
O	4.1758	2.0118	18.728	-0.0007	-0.0015	0.0013
O	7.2887	4.4186	21.2593	-0.0016	-0.0007	0.0031
O	8.4055	2.9309	11.1226	-0.0011	0.0009	-0.0065
O	1.1748	6.8636	17.3598	0	0	-0.0005
O	5.6479	1.575	14.7514	0.0012	0.0001	-0.002
O	8.1293	9.7586	11.5918	-0.0019	0.0001	-0.0034
O	9.1997	6.2882	21.2342	0.0009	0.0017	0.0033
O	8.9463	7.716	12.8556	0.0002	0	-0.0023
O	1.6456	0.1223	11.8723	-0.0003	-0.0018	-0.0015
O	6.6396	6.1481	17.0645	0.0001	-0.0001	-0.0003
O	7.3964	7.8042	15.0481	0.0001	0	-0.0018
O	1.2126	10.302	21.2307	0.0001	-0.002	0.0039
O	10.0297	8.2019	18.3595	-0.0001	0.0004	0.0003
O	3.944	0.8471	21.0823	0.0007	0.0013	0.0051
O	0.3555	5.3542	10.9323	-0.0028	0.0015	-0.0064
O	6.6931	1.5766	9.6356	0.0028	0.0006	-0.0022
O	4.7791	8.7019	14.682	-0.0005	-0.0001	-0.0018

Results
free energy: -139958.747 eV
free energy less fixed offsets of As -4856.12, O -568.88, Si -635.61 eV per atom: -2.907 eV

The program warned: the cutoff lies below the one the program advises for these potential files; the exchange-correlation potential is rough where the density is thin.
